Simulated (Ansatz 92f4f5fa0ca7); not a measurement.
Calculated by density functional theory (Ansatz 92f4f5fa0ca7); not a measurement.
Periodic cell of 321 atoms, Si176O145, from a study of silicon, its oxide and their interface. The atomic structure is a simulated model.
Doubt: the cutoff is low for norm-conserving oxygen, so forces and energies are approximate.

Settings: functional PBE; potential files PseudoDojo norm-conserving; basis plane waves; wave-function cutoff 850 eV; density cutoff ratio 4; exchange-correlation grid ratio 1; k mesh 1 x 1 x 1, Gamma-centred; self-consistency stop 5e-08 eV per atom in the density residual; occupations fixed; spin none; net charge 0.

Cell vectors (angstrom)
a	15.3871	0	0.0075
b	0	15.3871	0.0189
c	-0.584	-0.9223	22.097

Atoms and the computed forces on them: element, x, y, z (angstrom), force x, y, z (eV/angstrom)
Si	-2.3548	-1.6455	14.8151	-0.0637	-0.1787	0.414
Si	-2.6854	3.3999	14.6482	0.1146	-0.1131	0.5324
Si	-2.6521	6.5717	14.6323	0.0453	0.1639	0.4462
Si	-2.5937	-4.0547	14.8659	0.2394	0.0937	0.465
Si	1.3072	-1.3032	14.5904	0.0042	0.1202	0.5069
Si	1.4	3.1519	14.6724	-0.0708	-0.074	0.5341
Si	1.8237	6.2611	14.2451	0.2568	-0.0093	0.3099
Si	1.4042	-4.4532	14.7213	-0.0724	-0.0362	0.6156
Si	5.0417	-0.3814	14.566	0.0354	0.1008	0.3751
Si	5.0155	2.1001	14.5609	0.1068	-0.1637	0.4907
Si	5.219	7.0254	14.8662	0.0153	-0.0148	0.4794
Si	5.2403	10.1405	14.8449	0.0348	0.0573	0.6259
Si	8.6951	-0.4842	14.3101	-0.4118	0.0526	0.3108
Si	9.0083	2.6466	14.5902	-0.108	0.1082	0.5603
Si	9.0552	7.1402	14.9108	-0.0367	-0.0831	0.5215
Si	7.199	10.5918	16.0142	-0.0257	0.0151	-0.0021
Si	-0.5219	-0.9902	16.0311	-0.0221	0.059	0.0144
Si	-0.6491	2.9706	15.8538	-0.0116	-0.0153	0.0295
Si	-0.6915	6.8358	15.8732	-0.2678	-0.0133	0.3165
Si	-0.6081	10.6274	15.9504	-0.0413	-0.0351	-0.0828
Si	3.2113	-0.9135	15.9062	0.0203	-0.0064	0.0476
Si	3.2707	2.833	16.0077	0.0264	-0.0225	0.0367
Si	3.2822	6.6779	16.043	-0.0231	-0.002	0.0642
Si	3.2967	10.5782	16.0823	0.0188	-0.0153	0.033
Si	6.9683	-0.8428	15.8275	-0.0753	-0.0197	-0.0057
Si	6.9843	2.8766	15.7747	-0.0292	0.0388	-0.0223
Si	7.1325	6.7894	16.134	0.0197	-0.0192	0.0716
Si	9.2118	10.2585	14.8102	-0.0562	0.0972	0.5252
Si	-4.2446	-1.0356	16.0496	0.3526	0.1349	0.3483
Si	10.8662	2.953	16.0206	-0.0356	-0.0525	0.0897
Si	10.9694	6.8412	16.1596	0.0537	-0.0216	0.0741
Si	11.0274	10.6454	16.265	0.0352	-0.011	0.0335
Si	-0.0693	1.9525	-4.8442	0.0085	0.0121	-0.0372
Si	0.0185	5.7941	-4.8135	-0.0346	0.0023	-0.0133
Si	-0.0509	9.6129	-4.7695	0.0253	-0.0008	-0.0247
Si	0.0168	-1.9729	-4.6945	-0.0687	-0.0001	-0.0086
Si	3.7468	1.8723	-4.7448	0.0077	-0.0216	-0.0117
Si	3.9064	5.6785	-4.7139	-0.0028	-0.0059	0.0213
Si	3.7634	9.5443	-4.724	0.0379	0.0162	0.0248
Si	3.8999	-1.9046	-4.7921	-0.0347	-0.0005	-0.0015
Si	7.6475	1.9478	-4.8406	-0.0009	-0.0004	0.0085
Si	7.6401	5.6798	-4.8096	0.0215	0.0113	-0.0065
Si	7.7309	9.6366	-4.6409	-0.0079	0.0225	0.0525
Si	7.711	-1.8538	-4.8949	0.0301	-0.0114	-0.0266
Si	11.5609	1.9006	-4.7649	-0.0346	0.0173	-0.0657
Si	11.5013	5.7727	-4.6774	0.0264	0.0058	0.0107
Si	11.628	9.6315	-4.5363	-0.0236	-0.0037	0.0124
Si	11.5443	-1.9067	-4.5392	-0.0233	0.0063	-0.025
Si	-1.9255	1.9413	-3.3551	-0.0209	-0.0073	-0.0286
Si	-1.8995	5.7044	-3.3797	-0.011	-0.003	-0.0421
Si	-1.849	9.5549	-3.2292	-0.0317	-0.0058	0.0592
Si	-1.8808	-1.9067	-3.2753	0.0543	-0.0481	0.0759
Si	1.8233	1.8581	-3.4411	0.0112	0.013	-0.0076
Si	1.9373	5.7504	-3.4023	-0.0326	0.0297	-0.0105
Si	1.8646	9.5905	-3.3806	0.0078	-0.0084	0.0098
Si	1.9648	-2.0146	-3.4254	0.0333	-0.0337	-0.0307
Si	5.732	2	-3.469	0.0064	0.0817	-0.0452
Si	5.7938	5.6983	-3.3265	-0.0326	0.0119	0.015
Si	5.7398	9.5449	-3.4055	0.0154	-0.0351	-0.0099
Si	5.8268	-1.8044	-3.4899	-0.0035	-0.0047	0.0305
Si	9.5759	1.8671	-3.4582	-0.0206	0.0175	0.0166
Si	9.5419	5.7739	-3.4004	0.0287	0.0492	0.0155
Si	9.6335	9.6896	-3.2775	-0.0361	0.0066	-0.0309
Si	9.5446	-1.9176	-3.3798	-0.0132	0.0016	-0.0121
Si	-1.9166	0.0566	-1.9383	0.0094	-0.0027	0.0307
Si	-1.9282	3.8296	-1.8985	0.0241	-0.037	0.0467
Si	-1.8768	7.5439	-1.9398	-0.0018	0.0612	0.0206
Si	-1.877	11.5336	-1.9455	0.0147	-0.015	-0.0387
Si	1.8721	-0.1063	-2.1203	0.0016	0.026	0.0482
Si	1.8847	3.7782	-2.1125	0.0307	-0.0028	0.0451
Si	1.9525	7.7032	-1.9991	0.001	-0.0616	0.0804
Si	1.9457	11.49	-1.996	-0.0561	-0.0023	0.0029
Si	5.7546	0.1479	-2.1174	-0.0499	-0.0439	0.0624
Si	5.7625	3.7954	-1.9134	0.0001	-0.003	0.0499
Si	5.7877	7.6181	-1.9808	0.0505	0.0615	0.0837
Si	5.8045	11.5782	-2.2744	-0.0087	0.0561	0.0154
Si	9.5751	-0.0517	-2.0302	0.0023	0.0372	0.0228
Si	9.5629	3.8115	-2.1349	-0.0027	-0.0495	0.0366
Si	9.5863	7.7418	-2.0261	0.0119	-0.0752	0.0505
Si	9.5672	11.6095	-1.9045	0.0588	0.0105	0.0019
Si	0.0589	-0.0552	-0.6332	-0.0262	0.0079	-0.0217
Si	0.0882	3.7777	-0.5878	-0.0251	0.0014	0.0126
Si	0.065	7.5796	-0.5736	-0.0228	-0.0844	-0.0402
Si	0.0503	11.5083	-0.5844	0.004	0.0124	0.061
Si	3.7935	0.0314	-0.7906	0.0275	0.0107	-0.063
Si	3.7436	3.7493	-0.654	0.0193	0.014	-0.0082
Si	3.8817	7.6918	-0.5612	-0.0147	0.0022	0
Si	3.9828	11.548	-0.8555	-0.0241	0.006	-0.0503
Si	7.628	0.0699	-0.7197	-0.0084	-0.0067	-0.0287
Si	7.7594	3.8332	-0.5986	-0.0272	0.045	0.0594
Si	7.7117	7.724	-0.5941	-0.0322	0.0616	-0.005
Si	7.5357	-3.7845	-0.7214	-0.0222	-0.0042	0.0193
Si	11.4871	0.0042	-0.5999	0.0419	0.0195	-0.0357
Si	11.3862	3.808	-0.6716	0.0596	0.0095	0.0031
Si	11.5026	7.623	-0.6614	0.0141	-0.1091	-0.0286
Si	-3.834	-3.807	-0.6288	-0.0142	0.0221	0.0128
Si	0.6931	1.8136	0.6324	0.1548	0.0332	-0.4788
Si	0.8363	5.671	0.6155	0.0726	0.0642	-0.4961
Si	-0.3519	9.5518	0.6534	0.1358	-0.0299	-0.5762
Si	-0.2593	-1.9675	0.7374	0.1689	0.0077	-0.7103
Si	3.116	1.819	0.6107	-0.0127	-0.0044	-0.0679
Si	3.2531	5.6878	0.5854	-0.1466	0.0525	-0.4856
Si	3.1072	8.6442	4.4565	-0.1007	0.0317	-0.0893
Si	4.3816	-1.9085	0.3927	-0.0319	-0.0063	-0.0382
Si	8.4226	1.8791	0.5708	0.1216	0.0234	-0.4926
Si	8.3385	5.8027	0.6447	0.1984	0.0084	-0.5166
Si	7.0768	9.6867	0.5986	0.0147	-0.0991	-0.0157
Si	6.7886	-1.8204	0.4014	-0.0065	0.0577	-0.1449
Si	10.8204	1.9063	0.6406	0.045	0.0186	-0.1053
Si	10.7628	5.7366	0.5592	0.0056	0.0501	-0.0877
Si	-3.5355	9.5739	0.5999	-0.0977	0.0084	-0.5703
Si	-3.4314	-1.9013	0.7316	-0.3059	0.0393	-0.2607
Si	-0.8029	2.0556	3.4087	0.0039	-0.0236	-0.1797
Si	-0.7395	4.9969	3.1009	-0.0783	0.1826	0.0691
Si	0.1405	9.0245	3.5718	0.0327	-0.0571	-0.1023
Si	1.5495	-1.9856	3.4387	0.1633	0.0513	-0.2012
Si	4.0559	1.3445	2.7197	-0.2006	0.0439	-0.5105
Si	4.1754	6.176	3.5149	-0.0435	-0.0481	-0.1846
Si	4.6482	9.7361	0.4716	0.1732	-0.2428	-0.5293
Si	3.7743	-1.7829	2.6774	-0.1403	-0.0853	-0.3775
Si	6.9854	2.2291	3.2662	0.1098	-0.0595	-0.1783
Si	7.2342	5.377	3.5937	0.0215	0.007	-0.2064
Si	7.5545	10.3513	2.852	-0.0921	-0.204	-0.5188
Si	7.7123	-1.8802	2.4954	-0.2457	0.0352	-0.4197
Si	11.4502	2.2505	2.9148	-0.1228	-0.0599	-0.4409
Si	-3.519	5.1981	2.5131	-0.282	0.0497	-0.4143
Si	10.4656	10.2345	3.3063	-0.0597	-0.0097	-0.1229
Si	10.7121	-1.9963	2.7075	0.1832	-0.0226	-0.3118
Si	-0.1795	4.6554	10.7038	-0.0176	-0.0538	0.0396
Si	-3.621	1.133	10.2817	-0.0044	-0.0633	-0.0107
Si	-2.6419	7.7623	6.9792	-0.0159	0.0028	-0.0388
Si	3.4912	2.3214	5.5248	0.0299	0.0361	-0.0835
Si	0.61	11.1615	5.407	-0.0457	0.0879	-0.0993
Si	9.0991	1.538	9.5975	0.0564	-0.0979	0.0021
Si	4.6783	10.7865	3.372	0.1841	0.0252	-0.225
Si	-3.4638	10.4632	5.9198	0.0249	-0.0167	-0.0833
Si	-2.3095	5.9668	9.2721	0.0442	0.0094	-0.0257
Si	-1.7883	6.6957	4.2233	0.1317	-0.2384	-0.1385
Si	5.1446	-1.6459	11.5696	-0.014	0.0177	0.2366
Si	-0.0522	-0.1646	5.428	0.0035	-0.0296	-0.0806
Si	3.5771	-1.4698	9.1375	0.0638	-0.0526	0.004
Si	3.1623	5.0794	6.2212	-0.0002	0.0189	-0.0991
Si	-1.684	-2.7578	9.5023	-0.0331	-0.0176	0.0769
Si	1.8354	2.3447	10.1158	-0.08	-0.0154	0.0647
Si	1.6181	6.9935	11.3173	0.0264	-0.0347	0.1206
Si	4.6409	2.9669	11.461	0.0045	-0.0243	0.136
Si	10.743	-0.154	7.8628	-0.0136	0.067	-0.0054
Si	6.3137	-0.8383	7.8436	-0.0213	0.012	-0.0149
Si	-3.123	7.6017	11.6962	0.0481	-0.0134	0.1848
Si	7.2385	8.3307	7.706	0.0336	0.0386	-0.0293
Si	9.7733	10.1948	8.0199	0.0436	-0.0299	-0.0065
Si	-1.7247	2.4347	12.0833	0.0338	0.0186	0.1078
Si	-3.4623	10.113	10.1644	0.0368	0.0674	0.0752
Si	5.6548	3.7658	6.8484	-0.0638	-0.0363	-0.0558
Si	1.983	9.7516	7.7415	0.069	-0.0461	-0.0355
Si	1.2971	-3.5321	9.7496	0.0049	0.0833	0.0225
Si	0.8186	0.9853	12.5592	0.0584	-0.0288	0.1215
Si	2.6439	6.9665	8.4538	0.0071	0.0031	-0.0067
Si	4.4324	8.6718	7.2066	-0.0344	0.0559	-0.0528
Si	10.5394	0.0088	4.8972	-0.0253	0.0509	-0.1118
Si	8.6485	4.9454	12.6372	0.0098	0.0104	0.1798
Si	8.1345	-0.9156	11.2752	0.019	0.0077	0.1434
Si	8.9501	-2.3456	8.8436	0.0002	0.1045	0.0033
Si	8.0777	5.5645	6.4045	0.0033	0.0205	-0.0865
Si	-3.1949	-1.3266	11.9298	0.1009	-0.0481	0.1216
Si	10.9005	-3.9231	12.6105	0.1054	-0.0394	0.249
Si	-1.5971	-2.5299	6.4842	0.0298	-0.0173	-0.0288
Si	1.9738	0.7255	7.5628	-0.0783	0.0707	-0.0741
Si	5.646	5.6587	12.1438	0.0596	0.0205	0.122
Si	2.003	9.9195	11.914	0.0162	-0.0001	0.1212
Si	6.4009	2.0828	9.2266	0.0138	-0.0615	-0.0149
Si	7.4195	-0.174	4.9882	0.0331	-0.0518	-0.0705
Si	5.0371	10.6583	11.9321	-0.0135	0.0188	0.0814
Si	6.6836	8.2266	10.8037	-0.0013	-0.0057	0.1219
Si	10.5118	6.185	7.9866	0.0351	0.0212	0.0227
Si	9.4674	6.9262	10.8021	-0.0063	-0.054	0.0407
O	0.4402	7.0073	14.6719	-0.0762	0.2203	-0.1104
O	9.965	-1.2595	14.9282	0.0836	-0.2583	-0.0281
O	0.1238	1.5994	2.1641	0.067	-0.1903	0.135
O	0.5152	5.5535	2.2347	0.2471	0.1201	0.2632
O	0.4585	9.5417	2.071	0.319	0.1356	0.0804
O	1.5258	8.4257	4.1722	0.0043	-0.2372	0.1026
O	0.5839	-2.0235	2.1242	0.1755	-0.0118	0.2628
O	5.5206	2.0223	2.6325	-0.0397	0.1327	-0.1718
O	3.8122	5.4513	2.1183	0.0817	-0.2164	0.1337
O	5.728	5.9033	3.8515	0.0356	0.0781	0.1799
O	4.1402	10.2686	1.9352	-0.3076	0.0685	0.0248
O	8.048	1.7244	2.1592	0.0817	-0.1073	0.2371
O	7.8103	5.9393	2.1953	-0.0678	0.1717	0.1545
O	8.9139	9.7664	3.5517	-0.0248	-0.3191	0.3308
O	9.2527	-1.368	2.334	0.1004	0.287	-0.2048
O	-2.353	1.9129	2.9896	-0.026	-0.1508	-0.0749
O	-1.991	4.7747	2.0279	0.1369	-0.1234	-0.2425
O	-1.9517	9.591	1.0298	-0.0091	-0.0089	0.2244
O	-1.8369	-1.9167	1.1641	-0.1226	0.0361	0.2713
O	-2.2736	-1.1337	13.2466	0.3001	0.2152	-0.1533
O	-2.8606	2.6179	13.2181	-0.3435	-0.1833	-0.1093
O	-2.7145	4.985	14.2317	-0.051	0.0097	-0.2145
O	-2.6599	7.4523	13.242	0.1063	0.2326	-0.0848
O	11.024	-2.3358	12.3909	-0.3451	0.1933	-0.0229
O	-3.1283	10.9211	13.3665	0.1498	-0.2567	-0.322
O	1.57	9.9297	13.4702	-0.0818	-0.269	-0.0554
O	1.3721	-2.8949	14.1833	0.0207	0.0224	-0.2684
O	1.1911	-0.4566	13.1879	0.0402	-0.1397	-0.3012
O	1.5795	2.1389	13.4038	0.2706	-0.0344	-0.1157
O	-2.3415	-4.24	9.5987	0.1328	-0.1484	-0.1217
O	2.3235	6.7445	12.7668	0.3049	0.1067	-0.1733
O	1.4268	-4.1102	11.2489	-0.1528	0.2289	0.1943
O	4.9373	-1.1495	13.1005	-0.0864	-0.1284	-0.1161
O	4.703	2.5697	13.0231	-0.0522	0.0137	-0.065
O	5.8541	2.1852	10.7357	0.1764	-0.1804	0.1851
O	7.1644	4.2381	6.5734	0.2061	-0.2309	0.0122
O	5.066	6.0027	13.6095	-0.1553	-0.2037	-0.0246
O	5.2637	-4.3661	13.4697	0.078	0.371	-0.084
O	5.2136	8.5781	14.3292	-0.0404	0.0023	-0.2765
O	6.5649	-1.1353	11.0318	-0.0277	0.0736	-0.2211
O	6.1922	9.6519	11.3998	0.2082	0.0861	-0.0627
O	9.0581	1.0859	14.1224	0.1143	0.0573	-0.2014
O	8.4	-1.0866	12.8476	0.0085	-0.2588	-0.1099
O	1.0832	3.7555	10.2937	0.1624	0.1411	-0.115
O	9.1262	3.5201	13.2094	0.1522	-0.133	-0.3087
O	9.0775	6.092	13.6827	0.1448	-0.0374	-0.1533
O	5.0728	-3.2467	11.267	0.0225	-0.0485	-0.2786
O	-0.402	3.5761	3.7878	0.1699	0.0963	0.4122
O	1.0578	-0.7967	4.4294	0.1645	0.1549	0.0514
O	-1.9546	7.2897	8.3782	0.3369	0.2446	0.1177
O	1.4341	-3.3419	4.3191	0.2097	-0.149	0.0375
O	3.2457	2.0093	3.9616	-0.3131	0.1178	0.0326
O	4.2382	-0.2495	3.0518	0.0871	-0.0214	0.2143
O	3.2034	5.6802	4.7128	-0.2871	-0.0297	-0.0079
O	3.9054	7.7637	3.345	0.1492	0.1754	-0.2973
O	3.6044	10.1814	4.3946	-0.2049	0.2455	0.3474
O	4.6714	-2.9742	3.405	0.1059	0.1448	0.3036
O	7.1948	1.3755	4.6074	-0.0086	0.2	0.3583
O	7.2364	3.7766	3.5541	0.0522	0.0177	0.128
O	8.1798	5.8662	4.8128	0.3307	0.2409	-0.0213
O	-1.0781	7.9752	3.5174	-0.1487	0.0533	-0.161
O	7.7743	-3.4429	2.8606	0.0658	-0.0244	0.2071
O	9.4375	0.759	8.2086	-0.2555	0.0887	-0.2898
O	10.6667	1.4066	4.0725	-0.1542	0.1299	0.228
O	1.3748	8.5933	11.2294	-0.2663	0.0974	-0.2405
O	11.2126	3.8529	3.205	-0.2646	0.0618	0.3189
O	-3.2984	6.3964	3.6174	-0.2475	0.2803	0.2522
O	10.5657	-3.5532	3.115	0.0094	0.0233	0.1372
O	-3.8963	9.8472	4.4823	0.2004	-0.2823	0.0228
O	7.4293	6.8335	7.1519	-0.1395	-0.0417	0.0531
O	11.2343	-1.1537	3.9982	0.3531	-0.0517	0.2075
O	10.491	2.1321	10.1659	0.0274	0.5265	0.15
O	-0.9594	3.8399	11.8681	-0.0081	0.2155	0.1753
O	4.6852	5.0491	6.7826	0.1599	0.3476	0.1729
O	5.0601	2.7073	5.7579	0.2881	-0.1831	-0.1932
O	1.5563	10.1858	6.2539	0.1305	-0.1373	-0.0839
O	-0.189	-3.3316	6.4557	0.1527	0.0403	0.2829
O	0.6135	0.22	6.8509	-0.1766	-0.0154	0.2514
O	-3.87	0.0689	11.4831	-0.2412	0.1212	0.178
O	0.2694	6.0967	11.2965	-0.2472	0.1338	0.1079
O	3.6065	9.9527	7.7896	0.2667	0.4381	0.1968
O	9.0034	-0.3708	5.2523	0.0153	-0.1473	0.2131
O	6.493	-0.5583	6.2525	-0.2297	-0.0634	-0.0307
O	9.6998	6.8963	9.2016	-0.1553	0.1354	-0.1115
O	10.9394	9.5778	8.9883	-0.0108	-0.2566	-0.0518
O	8.624	9.144	7.5842	0.0552	-0.0086	-0.1486
O	-1.8865	6.9473	5.8067	0.2261	-0.1894	0.1889
O	10.6582	7.6111	11.6311	-0.1506	0.2201	0.1853
O	10.535	10.7178	6.7041	-0.2111	0.2355	-0.1253
O	-1.0967	4.9069	9.3803	0.0706	-0.2284	-0.3924
O	-3.6435	5.3143	8.5972	-0.0474	-0.4917	-0.0096
O	-2.0068	-2.198	8.0121	-0.1863	0.2328	0.0311
O	-2.3313	-1.8621	10.6755	0.1288	0.0704	-0.0975
O	6.3208	0.5833	8.6282	-0.0424	-0.0233	0.0122
O	9.0288	-3.9397	8.6853	-0.2167	-0.0985	0.1479
O	2.5964	3.574	6.0254	-0.4688	-0.0277	0.0871
O	2.2904	5.8103	7.3639	-0.3573	-0.1106	0.0591
O	5.7226	7.022	11.2899	-0.2426	0.0696	-0.1713
O	1.1383	10.6044	8.781	-0.2923	-0.1171	0.0215
O	1.7291	1.982	8.5478	-0.1113	0.2334	-0.1649
O	4.7289	4.5833	11.3746	-0.234	0.1633	-0.3134
O	2.5779	-0.4199	8.483	-0.1052	-0.0612	0.0702
O	9.5245	5.2918	7.079	0.1348	-0.3682	-0.0849
O	6.7117	8.3371	9.2153	-0.1395	0.0342	-0.0519
O	8.9718	-2.0041	10.4267	0.2085	-0.272	0.1482
O	10.2568	-1.6838	8.1232	0.1941	-0.2754	-0.1175
O	8.5222	0.549	10.7388	-0.0538	0.166	0.1673
O	9.1179	8.6815	14.3494	-0.0033	-0.0036	-0.2732
O	7.5634	-1.7797	8.2425	-0.0735	-0.1519	-0.0868
O	-2.3151	1.9923	10.6463	0.1768	0.1367	-0.3563
O	-0.5763	1.1751	4.7216	-0.0776	0.1053	0.2486
O	10.8698	10.791	11.1824	-0.339	-0.0338	-0.2174
O	-0.7634	1.2739	12.6697	-0.218	-0.2435	0.1447
O	3.6137	9.9177	11.7177	0.0472	-0.2162	-0.1747
O	1.5189	4.6707	14.0882	-0.0498	0.0268	-0.2189
O	3.3294	2.516	10.665	0.0574	-0.0523	-0.1034
O	4.0105	-0.9808	10.6236	-0.2097	0.2961	0.1397
O	7.0086	-1.0883	3.7166	-0.3137	0.006	0.1282
O	11.2613	0.0698	6.35	0.3653	0.0943	0.011
O	5.5475	3.0856	8.3037	-0.2228	0.1145	0.1599
O	3.0646	1.058	6.4177	0.1841	-0.294	-0.0444
O	4.1857	7.4661	8.2739	0.3398	-0.2058	0.2821
O	9.334	5.3633	11.2382	0.1538	-0.3249	-0.3406
O	7.9452	2.6004	9.2603	0.0986	0.485	-0.0957
O	-2.5959	6.3627	10.8123	0.0698	-0.2377	0.162
O	1.1963	1.1333	10.9966	-0.0326	-0.3043	-0.2536
O	9.5496	-4.2622	13.4394	-0.2791	0.1581	-0.2258
O	8.1871	7.8135	11.2337	0.0525	0.1979	0.1987
O	-0.3723	10.2352	4.5158	-0.4179	0.0704	0.0479
O	5.9813	8.9875	6.8952	0.1477	0.2621	-0.2765
O	-2.6982	-3.4983	5.79	-0.1058	0.1193	-0.2007
O	-3.4723	0.3278	8.8777	0.3887	-0.0802	-0.153
O	2.6606	-2.7936	9.2983	0.1256	-0.1272	-0.1001
O	3.6279	8.1351	5.8968	-0.0335	-0.2642	0.0792
O	11.1765	7.3335	7.0434	-0.2786	0.1526	-0.2454
O	2.4538	6.5355	10.0005	0.1973	-0.2509	0.0367
O	1.6573	8.2012	8.0732	-0.4305	-0.099	0.0111
O	7.0613	4.9272	12.4045	-0.0764	-0.2097	-0.0511
O	-2.5449	9.3529	6.6836	0.2816	0.1422	0.1428
O	10.9385	9.4967	1.9504	-0.1459	-0.2488	0.0981
O	4.9134	-1.6008	8.2025	-0.0184	-0.2622	-0.1832
O	6.1532	10.1527	3.673	0.0444	-0.2096	0.4045
O	-0.0761	-2.6907	9.6855	0.0685	0.2559	0.0611
O	-1.3155	-1.1608	5.6649	-0.3082	0.0742	-0.1284
O	-2.6425	8.9591	10.9549	0.3755	0.0816	-0.0261

Results
free energy: -85760.092 eV
free energy less fixed offsets of O -452.00, Si -114.88 eV per atom: -1.212 eV

The program warned: the cutoff lies below the one the program advises for these potential files; the forces do not sum to zero within the program's tolerance.
